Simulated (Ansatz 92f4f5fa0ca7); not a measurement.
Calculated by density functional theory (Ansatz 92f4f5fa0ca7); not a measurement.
Periodic cell of 253 atoms, Si144O109, from a study of silicon, its oxide and their interface. The atomic structure is a simulated model.
This geometry differs little from another in the collection (a relaxation step or a small displacement).

Settings: functional r2SCAN; potential files Ansatz PAW; basis plane waves; wave-function cutoff 800 eV; density cutoff ratio 5; exchange-correlation grid ratio 1; k mesh 1 x 1 x 1, shifted by 0.5 0.5 0 of a step; self-consistency stop 1e-10 eV per atom in the density residual; occupations fixed; spin none; net charge 0.

Cell vectors (angstrom)
a, 10.88, 0, 0
b, 0, 10.88, 0
c, 0.7324, 3.132, 36.4798

Atoms: element, x, y, z (angstrom)
Si, 6.8771, 2.7331, -2.0447
Si, -0.0887, 3.7353, 22.7837
Si, 3.7458, -0.3358, 0.3488
Si, 1.1368, 0.3428, -9.0316
Si, 4.6434, 5.6052, -4.977
Si, -0.5043, 3.6547, -4.0567
Si, -0.9177, 10.0355, -1.983
Si, 4.2672, 1.1904, -2.3402
Si, 4.4765, 5.9409, 0.0514
Si, 6.1426, 7.6612, 0.2849
Si, 8.6606, 10.682, 20.4784
Si, 7.2804, 3.0855, 0.2219
Si, -2.0093, 4.8887, 0.0798
Si, 2.0842, 8.8231, 0.1973
Si, 10.1306, 11.2484, 0.0796
Si, 0.8681, 2.219, 0.1125
Si, 2.809, 6.9137, 1.389
Si, 5.374, 9.4517, 1.5819
Si, 2.6099, 1.3524, 1.4736
Si, 5.456, 4.1374, 1.2988
Si, 8.0375, 6.7089, 1.3436
Si, 11.0773, 9.5832, 1.418
Si, 8.3072, 12.196, 1.3411
Si, -0.138, 4.009, 1.2766
Si, 1.3131, 5.4549, 2.546
Si, 4.0376, 8.1463, 2.964
Si, 1.3827, 0.0038, 2.9419
Si, 4.0772, 2.7586, 2.6421
Si, 6.74, 5.4241, 2.8206
Si, 9.5467, 8.1324, 2.5692
Si, 6.8668, 10.8738, 2.6822
Si, 9.5169, 2.7004, 2.8123
Si, 2.6953, 4.125, 3.9732
Si, 5.4384, 6.7844, 4.1992
Si, 2.715, -1.3583, 4.2765
Si, 5.4563, 1.3739, 4.0211
Si, 8.1257, 4.0589, 4.1392
Si, -0.0118, 6.7825, 4.0036
Si, 8.2218, 9.4957, 4.0029
Si, -0.0025, 12.2661, 4.1818
Si, 4.0236, 5.4193, 5.4384
Si, 6.8542, 8.1841, 5.4124
Si, 4.14, 0.0375, 5.4859
Si, 6.7651, 2.6973, 5.4746
Si, -1.3537, 5.4439, 5.4325
Si, 1.3072, 8.113, 5.4898
Si, -1.3696, 10.8514, 5.437
Si, 1.3983, 2.7714, 5.4152
Si, 2.7054, 6.7622, 6.8303
Si, 5.5141, 9.5225, 6.7999
Si, 2.7239, 1.4033, 6.7876
Si, 5.3743, 4.074, 6.7994
Si, 8.1634, 6.8283, 6.7829
Si, -0.0359, 9.5141, 6.8193
Si, 8.161, 1.3203, 6.7985
Si, 0.0299, 4.0816, 6.7878
Si, 1.3603, 5.4058, 8.1997
Si, 4.128, 8.1427, 8.1198
Si, 1.3523, 0.0222, 8.1262
Si, 4.022, 2.7487, 8.1851
Si, 6.7617, 5.4695, 8.098
Si, 9.4808, 8.1831, 8.1789
Si, 6.8436, 10.8586, 8.1956
Si, 9.5676, 2.6742, 8.1215
Si, 2.6718, 4.0494, 9.6337
Si, 5.4474, 6.7972, 9.5569
Si, 2.7488, 9.5265, 9.4015
Si, 5.4278, 1.3714, 9.4215
Si, 8.1699, 4.0885, 9.3464
Si, -0.0261, 6.8041, 9.4541
Si, 8.1911, 9.5343, 9.6248
Si, 0.0265, 1.3439, 9.5838
Si, 4.0633, 5.4385, 10.9342
Si, 6.8171, 8.154, 10.9555
Si, 4.0742, 10.9045, 10.749
Si, 6.8113, 2.7583, 10.667
Si, -1.3862, 5.4061, 10.7412
Si, 1.3677, 8.1729, 10.7187
Si, 9.5812, 10.8821, 11.018
Si, 1.3256, 2.6757, 11.0611
Si, 2.5989, 6.815, 12.1712
Si, 5.3835, 9.5864, 12.1691
Si, 2.8066, 1.2508, 12.3161
Si, 5.5123, 4.0286, 12.1462
Si, -2.6491, 6.723, 12.2162
Si, 0.1734, 9.4538, 12.2775
Si, 8.0932, 1.4907, 12.1436
Si, -0.1735, 4.1019, 12.274
Si, 0.8751, 5.8328, 13.4994
Si, 3.6703, 8.5125, 13.3604
Si, 1.962, -0.5648, 13.6178
Si, 4.322, 8.0386, 17.879
Si, 7.1051, 5.1034, 13.4999
Si, -0.749, 7.5573, 13.3237
Si, 6.3577, 11.3846, 13.3354
Si, -2.0366, 3.2521, 13.5304
Si, 4.9294, 3.3363, -6.8647
Si, 2.6307, 1.325, -6.5327
Si, -0.9539, 8.0716, 15.5316
Si, -0.5664, 1.6135, 20.4442
Si, 1.4241, 9.0279, 17.3751
Si, 3.3305, 5.7508, -2.086
Si, 5.8792, 10.5447, -10.4026
Si, 4.5536, 1.9893, 18.6968
Si, 4.1248, 9.8545, 22.0709
Si, 4.572, 7.1909, 20.5603
Si, 6.9632, 5.9233, 21.5786
Si, 7.3893, 8.2198, -2.4235
Si, -0.6206, 4.7218, -11.615
Si, 8.585, 10.2968, -11.3038
Si, -0.967, 6.0425, 17.5893
Si, 1.3128, 0.5523, 15.6265
Si, -0.9673, 2.7376, -9.1187
Si, 8.4484, 5.2283, -2.2416
Si, -0.9668, 6.691, 22.2277
Si, 4.4475, 5.751, 23.0432
Si, 7.5208, 9.7196, 15.6388
Si, 2.9163, 3.0767, 22.8506
Si, -0.3515, 8.1944, 19.7385
Si, 5.7056, 7.2144, 15.339
Si, 6.3008, 10.4404, 18.3596
Si, 3.4255, 10.17, -4.3485
Si, 1.7848, 8.5296, -2.1046
Si, 7.8012, 10.2846, -6.37
Si, 3.4131, 6.8701, -9.9142
Si, 7.021, 1.7097, -8.3849
Si, 2.4671, 1.0585, 20.6294
Si, 6.7777, 2.9563, 20.5143
Si, 3.3562, 3.0017, 16.1021
Si, -1.0339, 2.5016, 15.5018
Si, 5.7799, 8.4075, -5.0912
Si, 0.6248, 3.7673, -6.7352
Si, 4.6629, 2.2481, 13.4237
Si, 2.9794, 5.4706, -7.3676
Si, 6.1795, 7.7174, -10.7668
Si, 8.9949, 3.1244, 18.2836
Si, 8.8365, 1.079, -3.8815
Si, 6.8336, 0.5127, 22.5509
Si, 2.4358, 4.9336, -11.9919
Si, 9.0528, 7.4466, -10.6821
Si, -1.2052, 9.4521, -8.6265
Si, 1.727, 2.9504, -1.9548
Si, 1.062, 4.9321, 15.7379
Si, 2.9256, 9.7838, -11.0499
O, 2.3162, 0.7169, -7.9968
O, 5.6803, 6.8066, -5.3244
O, 2.2915, 6.9941, -2.3974
O, 6.3166, 8.2411, -1.2339
O, 0.9368, 8.733, 18.9007
O, 4.3372, 7.6544, 14.5988
O, 8.9676, 8.7503, -11.6733
O, 7.156, 4.4071, 21.0852
O, 8.9148, 2.3733, 16.8446
O, 5.5753, 0.9531, 18.0004
O, 6.7961, 8.3844, 15.0788
O, 3.2174, 6.7529, -8.3156
O, 8.5295, 9.2941, -2.0701
O, 1.4883, 3.7606, 23.0758
O, 6.0627, 5.9063, 22.9384
O, 7.2699, 9.9738, 17.187
O, 5.3132, 2.4126, -2.3067
O, 7.7345, 2.7352, 19.2185
O, 6.118, 6.7173, 20.45
O, 0.5584, 5.7246, 17.0864
O, 4.4111, 0.2254, -1.0538
O, 0.6338, 2.998, -3.134
O, 2.8723, 8.3233, -10.3688
O, 6.1544, 9.0431, -9.8022
O, 8.0236, 6.7457, -2.5947
O, 7.2481, 10.7051, 19.6415
O, 2.5035, 9.5184, -3.1858
O, 3.7415, 9.1824, 23.4771
O, 4.4866, 2.8202, 14.9649
O, 2.8509, 10.6505, 21.5108
O, 6.105, 8.2296, -12.3107
O, 4.4935, 0.3006, -3.6641
O, 8.0981, 10.5068, 22.0168
O, -1.4033, 9.3982, 19.9352
O, -1.2405, 7.9534, -9.2506
O, -0.61, 2.5865, 19.1272
O, 2.7928, 1.8269, -2.4171
O, 4.0085, 4.2898, -7.7991
O, 6.3411, 5.8118, 14.8132
O, 2.5061, 9.6158, -12.6012
O, -1.2103, 4.8181, -3.2049
O, -0.7925, 3.834, -10.2846
O, 9.2707, 4.1704, -12.7636
O, -0.8352, 0.2915, -3.1422
O, 3.3054, 1.1186, 19.2527
O, 8.9229, 10.4224, -9.7118
O, 7.3535, 0.6784, -7.2148
O, 4.293, 5.5792, -3.3948
O, 8.9899, 9.5345, -7.1732
O, 1.5233, 2.4839, -6.2968
O, 0.8741, 4.6289, -12.2081
O, 1.8379, 10.777, -10.4057
O, 4.9567, 6.7511, -10.3817
O, 4.2712, 8.9936, -5.061
O, 3.8915, 7.0852, 19.1115
O, 6.2475, 2.9575, -7.7066
O, 7.7315, 1.5508, -2.7819
O, 9.186, 6.8669, 16.3791
O, -0.0597, 7.5899, 21.2147
O, 7.2131, 4.219, -2.6489
O, -0.988, 6.9847, 18.8879
O, 4.0366, 3.0096, 17.5637
O, 0.1199, 1.5567, -9.3511
O, 7.0356, 10.722, -11.5317
O, 2.3141, 1.7908, 15.9094
O, -0.4726, 5.1621, 22.1607
O, 5.2814, 2.7968, 19.9087
O, 8.2462, 0.0212, -4.9449
O, 6.5799, 8.6689, -3.7235
O, 9.1112, 9.478, 15.5545
O, 0.1862, 8.8593, -2.2754
O, 2.5537, 0.1398, -5.4262
O, 9.4078, 2.4409, -4.5483
O, 6.9911, 0.1123, 14.8133
O, 4.0514, 4.1936, 23.1179
O, 0.0717, 3.6543, 15.7615
O, -0.6227, 3.3683, -7.6719
O, 3.2089, 3.5169, -12.1889
O, 6.9955, 1.9471, 21.7775
O, -0.5851, 2.5522, 21.7891
O, 4.3742, 10.5, -10.9657
O, -0.9172, 6.2781, -11.2853
O, 8.3678, 2.2494, -9.1052
O, 2.4364, 4.4116, -1.853
O, 2.6308, 5.5916, -10.5289
O, 6.0299, 0.9138, -9.3963
O, 9.0961, 4.71, 17.9861
O, 2.8623, 2.4343, 21.3818
O, 6.617, 9.1948, -6.2242
O, -0.1849, 1.1224, 15.3131
O, 4.5515, 8.709, 21.0513
O, 0.4848, 8.3136, 16.2609
O, 3.2723, 5.8575, -5.8203
O, 5.1591, 9.2979, 18.4708
O, 5.2792, 7.1722, 16.8977
O, 9.405, 0.4208, -12.2345
O, 7.5398, 6.8911, -10.5099
O, 5.2637, 4.1887, -5.5076
O, 2.59, 4.4216, 15.9323
O, 3.789, 6.2925, 21.6532
O, 2.9551, 8.5396, 17.1706
O, 8.3539, 6.6895, 21.7973
O, 4.113, 1.9807, -6.4915
O, 0.0743, 4.3902, -5.3602
O, 1.319, 10.6026, 17.0293
O, 0.3111, 9.9639, -8.443
O, 5.3718, 10.8577, 22.155
O, 1.4798, 4.8985, -7.507
O, 0.8879, 0.9045, 20.3704

Results
free energy: -154282.269 eV
free energy less fixed offsets of O -570.45, Si -639.56 eV per atom: -6.579 eV

Forces (eV/angstrom), in the order of the atoms: element, x, y, z
Si, 0.0046, 0.0139, 0.0263
Si, -0.0052, -0.008, -0.0303
Si, -0.003, -0.0045, 0.0075
Si, -0.0064, -0.0006, -0.0162
Si, -0.0043, -0.0011, 0.0183
Si, -0.0035, -0.0017, 0.0233
Si, 0.0067, 0.0069, 0.0307
Si, -0.0021, 0.0014, 0.0232
Si, -0.0044, 0.0024, -0.0132
Si, -0.0038, -0.0064, 0.0215
Si, 0.0048, -0.0068, -0.008
Si, -0.0006, -0.0032, -0.0093
Si, -0.0032, -0.0002, -0.0107
Si, -0.0001, -0.001, -0.0108
Si, -0.0021, -0.0059, -0.0095
Si, 0.0071, 0.0038, -0.0089
Si, -0.0015, -0.0054, -0.0023
Si, 0.0017, -0.0029, -0.0027
Si, -0.0024, 0.0018, 0.0002
Si, -0.0046, -0.0001, 0.0012
Si, 0.0007, 0.0016, -0.0006
Si, -0.003, 0.0011, -0.0015
Si, -0.0017, 0.0005, 0.0024
Si, 0.0028, 0.0004, 0.0018
Si, 0.0002, 0.0024, 0.0012
Si, 0.0018, 0.0022, 0.0033
Si, 0.0018, 0.0008, 0.0028
Si, 0.0009, -0.0003, -0.0004
Si, 0.0014, -0.0005, 0.0013
Si, 0.0023, -0.0012, 0.0028
Si, 0.0013, 0.0005, 0.0007
Si, 0, 0.0006, -0.0002
Si, 0.0011, 0.001, 0.0006
Si, -0.0018, -0.0004, -0.001
Si, -0.0006, -0.0016, 0.0017
Si, 0.001, 0.0014, 0.0001
Si, 0.0003, -0.0002, 0.0009
Si, -0.0001, -0.0011, 0.0018
Si, 0.0011, 0.0004, 0.0013
Si, -0.0003, -0.0001, -0.0003
Si, 0.0002, -0.0016, 0.0034
Si, 0.001, 0.0002, 0.0028
Si, 0.0003, 0.0007, 0.0016
Si, 0.0004, -0.0005, 0.0018
Si, 0.0007, 0.0008, 0.0025
Si, -0.0012, 0.0002, 0.0033
Si, -0.0011, -0.0005, 0.0032
Si, 0.0002, 0.0005, 0.0029
Si, -0.0003, 0, 0.0025
Si, 0.0008, 0.0004, 0.0019
Si, 0.0013, 0.0008, 0.0019
Si, 0.0001, -0.0007, 0.0021
Si, 0.0012, 0.0002, 0.0021
Si, 0.0001, -0.0012, 0.0021
Si, -0.0005, -0.0003, 0.0019
Si, 0.0009, 0.0017, 0.002
Si, 0.0003, -0.0004, 0.0036
Si, 0.0007, -0.0009, 0.0014
Si, 0.0001, -0.0003, 0.0021
Si, -0.0002, 0.0006, 0.0025
Si, 0, 0.0006, 0.0017
Si, 0.0001, 0.0007, 0.0032
Si, 0.0006, 0.0001, 0.0023
Si, 0.0007, -0.0011, 0.0009
Si, 0.0006, 0.0003, 0.0012
Si, 0.0004, 0.0003, 0.0033
Si, 0.0003, -0.0006, 0.0011
Si, 0.0015, 0.0003, 0.0007
Si, 0.0018, 0.0001, 0.0004
Si, 0.0004, 0.0001, -0.0018
Si, 0, -0.0003, 0.0017
Si, -0.0004, 0.0006, 0.0018
Si, -0.0016, -0.001, 0.0021
Si, 0.0023, 0.0007, 0.003
Si, -0.0021, -0.0003, 0.0024
Si, 0.0006, 0.0003, 0.0032
Si, 0.0009, 0.0024, 0.004
Si, -0.001, 0.0001, 0.0023
Si, 0.0029, -0.0008, 0.0017
Si, -0.0007, 0.0001, 0.0032
Si, -0.0025, -0.0013, -0.0027
Si, -0.002, -0.0012, -0.003
Si, 0.0035, -0.0007, -0.0015
Si, 0.0012, 0.0015, -0.0035
Si, 0.0005, -0.0029, -0.0042
Si, 0.003, 0.0018, -0.0009
Si, -0.0009, 0.0024, -0.0034
Si, -0.001, 0.0029, -0.0025
Si, 0.0003, 0.0009, -0.0028
Si, 0.0043, -0.0046, 0.012
Si, 0.0008, -0.0072, -0.0071
Si, -0.0012, 0.0049, 0.0054
Si, -0.0064, 0.007, 0.0174
Si, 0.0026, -0.0022, -0.0038
Si, 0.0114, -0.0071, 0.0186
Si, -0.0017, 0.0034, -0.0073
Si, -0.0007, 0.0018, -0.0031
Si, -0.0018, -0.0012, -0.0009
Si, 0.0034, 0.005, 0.0231
Si, -0.0015, 0.0005, -0.0037
Si, 0.0008, -0.0064, 0.0075
Si, 0.0059, 0.0078, 0.0434
Si, -0.0015, -0.0067, -0.0193
Si, 0.0008, -0.002, -0.0026
Si, -0.0042, -0.0026, -0.0272
Si, 0.0015, 0.0052, -0.0195
Si, 0.0001, -0.0055, -0.018
Si, -0.007, -0.006, 0.0323
Si, -0.0098, -0.0024, -0.0263
Si, 0.004, 0.0077, -0.0293
Si, -0.0007, 0.0099, 0.0109
Si, -0.0107, 0.0036, 0.0216
Si, 0.0066, 0.0021, -0.0183
Si, 0, -0.005, 0.0354
Si, 0.0037, 0.0069, -0.0187
Si, -0.0033, 0.0066, -0.0254
Si, 0.0069, -0.0126, 0.0223
Si, -0.0016, -0.0042, -0.0292
Si, 0, -0.0007, -0.0108
Si, 0.0048, 0.0037, 0.0222
Si, -0.0101, -0.0022, -0.0069
Si, -0.0042, 0.0023, 0.0251
Si, 0.0031, -0.0011, 0.0339
Si, 0.001, -0.0035, -0.0035
Si, -0.0017, -0.004, -0.0375
Si, 0, -0.0061, -0.0157
Si, 0.0083, -0.0038, -0.0211
Si, -0.0009, -0.0009, -0.0191
Si, -0.003, 0.0068, 0.023
Si, 0.0019, -0.0215, 0.0284
Si, 0.0054, 0.005, 0.0116
Si, -0.0069, 0.0009, -0.001
Si, -0.0055, 0.0104, 0.0233
Si, -0.0008, 0.0092, -0.0168
Si, 0.0011, 0.0051, -0.0297
Si, -0.0034, 0.003, 0.0068
Si, 0.0031, 0.0065, 0.0219
Si, 0.0083, 0.003, -0.0324
Si, 0.0115, 0.003, -0.02
Si, -0.0021, -0.0016, -0.0175
Si, -0.0016, -0.0047, -0.0207
Si, -0.0062, -0.0082, 0.0263
Si, 0.012, 0.0018, 0.0251
Si, 0.0009, -0.0015, -0.026
O, 0.0044, 0.0039, 0.009
O, 0.0038, 0.0031, -0.0065
O, -0.0039, -0.0007, -0.0086
O, 0.0127, 0.0059, -0.0394
O, 0.0029, 0.0007, 0.0006
O, -0.0151, 0.0076, -0.0229
O, 0.0009, -0.0021, 0.009
O, -0.0008, 0.0071, 0.0087
O, 0.0061, 0.0003, -0.0175
O, 0.0023, 0.0006, -0.001
O, -0.0005, 0.0041, -0.0054
O, 0.0003, -0.0037, 0.0054
O, 0.0016, -0.0015, -0.0059
O, 0.0095, 0.0026, 0.0138
O, -0.003, 0.0011, 0.0113
O, 0.0043, -0.0016, -0.0096
O, -0.0088, -0.0069, -0.0071
O, 0.0019, 0.0024, 0.0006
O, -0.0104, -0.0007, 0.0056
O, 0.001, -0.0033, -0.0141
O, 0.0031, 0.0124, -0.0223
O, -0.0097, 0.0035, -0.0193
O, -0.0007, 0.0003, 0.0073
O, 0.0002, 0.0021, 0.0095
O, -0.0032, 0.0116, -0.0147
O, -0.0038, 0.0029, 0.0085
O, 0.0084, 0.0061, -0.0214
O, -0.0056, -0.0024, 0.0181
O, 0.0084, -0.0087, -0.0325
O, 0.0116, -0.0031, -0.0048
O, 0.0024, -0.0039, 0.0107
O, -0.0079, -0.0071, -0.0121
O, -0.0053, -0.0023, 0.0106
O, -0.0052, 0.0068, 0.0117
O, 0.0018, 0.0053, 0.0096
O, 0.0013, -0.0044, -0.0014
O, 0.0065, -0.0002, -0.0061
O, 0.0011, -0.0036, 0.0056
O, 0.0078, -0.0118, -0.017
O, 0.0013, 0.0021, 0.0203
O, 0.0053, -0.0078, -0.0217
O, -0.0031, -0.0044, 0.0161
O, 0.0074, 0.0029, 0.0205
O, -0.0058, -0.0019, -0.0109
O, -0.0063, 0.0022, 0.0175
O, 0.0018, 0.0001, 0.0141
O, -0.0003, 0.005, 0.0104
O, 0.0044, 0.0003, -0.0295
O, -0.0039, -0.0032, 0.0108
O, -0.0009, 0.0028, -0.0014
O, -0.002, 0.0008, 0.0058
O, -0.0001, 0.0027, 0.0095
O, -0.0021, 0.0021, 0.0106
O, 0.0074, -0.0053, -0.0061
O, 0.0069, 0.0041, 0.013
O, 0.0003, 0.0016, 0.0045
O, 0.0065, -0.0053, -0.0173
O, 0.0059, -0.003, -0.0064
O, -0.0041, -0.0049, 0.0118
O, 0.0024, -0.0013, -0.0112
O, -0.0002, -0.0087, -0.0037
O, -0.0035, -0.0006, -0.0074
O, -0.0014, 0.0037, 0.0067
O, -0.0025, 0.0019, 0.0138
O, -0.0005, -0.0022, -0.0095
O, 0.0023, -0.0007, 0.0038
O, 0.0019, 0.0005, 0.004
O, -0.0004, -0.007, -0.001
O, -0.0016, -0.0008, -0.0154
O, -0.0059, 0, -0.0037
O, 0.0011, -0.0023, -0.0093
O, 0.0029, 0.0016, -0.0026
O, 0.0003, 0.0021, -0.0033
O, -0.0093, 0.0106, -0.0192
O, -0.0023, -0.0054, 0.0085
O, -0.0007, 0.0044, -0.0025
O, 0.0034, 0.0023, 0.0101
O, -0.0024, 0.0023, 0.0117
O, -0.0002, -0.0047, 0.0127
O, 0.0039, 0.0076, 0.0057
O, 0.0001, -0.0002, 0.0076
O, -0.0004, 0.0034, 0.0066
O, -0.006, -0.0033, 0.008
O, 0.0008, 0.001, -0.0106
O, 0.003, 0.0076, 0.0177
O, 0.0086, 0.0151, 0.0234
O, 0.0024, 0.0074, -0.0075
O, 0.0017, 0.0018, 0.0176
O, 0.0002, 0.0005, 0.0029
O, -0.0032, 0.0081, -0.0087
O, 0.0036, -0.0002, 0.0073
O, -0.0037, -0.0011, -0.0081
O, -0.0026, 0.0013, 0.0004
O, 0.0014, -0.002, -0.0041
O, 0.003, -0.0022, -0.0089
O, -0.0071, -0.0034, 0.021
O, 0.0019, -0.0005, 0.0087
O, 0.0001, -0.0015, -0.0045
O, -0.0065, 0.0031, -0.0059
O, 0.0055, -0.0043, 0.0098
O, -0.0002, 0.0018, 0.0028
O, -0.0043, -0.0004, 0.0042
O, 0.0004, 0.0023, -0.0015
O, 0.0029, 0.0023, -0.0073
O, 0.0003, 0.0071, -0.0123
O, 0.0044, 0.0016, 0.008
O, -0.0071, 0.0011, 0.0049
O, 0.0013, -0.0019, 0.0015
O, 0.0015, 0.0024, 0.0028

The program warned: the cutoff lies below the one the program advises for these potential files; the forces do not sum to zero within the program's tolerance; empty levels may hold ghost states of the PAW files; the exchange-correlation potential is rough where the density is thin.
